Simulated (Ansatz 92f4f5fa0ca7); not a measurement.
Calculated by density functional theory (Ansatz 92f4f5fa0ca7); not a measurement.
Periodic cell of 223 atoms, Si133O90, from a study of silicon, its oxide and their interface. The atomic structure is a simulated model.
Doubt: the cutoff is far below the 930 eV that the study's wrapper takes by default for these files, so forces and energies are approximate.
This geometry differs little from another in the collection (a relaxation step or a small displacement).

Settings
functional: PBE
potential files: Ansatz PAW
basis: plane waves
wave-function cutoff: 580 eV
density cutoff ratio: 5
exchange-correlation grid ratio: 1
k mesh: 1 x 1 x 1, Gamma-centred
self-consistency stop: 5e-08 eV per atom in the density residual
occupations: fixed
spin: none
net charge: 0

Cell vectors (angstrom)
a  10.938  0  0
b  0  10.938  0
c  0  0  32.1463

Atoms: element, x, y, z (angstrom)
Si  0.4645  -0.5466  24.7201
Si  5.2894  0.3017  24.6707
Si  2.8135  2.2714  24.5636
Si  8.0645  2.8339  24.653
Si  -0.2279  5.7165  24.5379
Si  4.8142  6.0024  24.5032
Si  2.6837  8.1954  24.9823
Si  8.2953  7.8257  24.5409
Si  1.4231  1.1678  26.0947
Si  6.8174  1.4088  26.0406
Si  3.8951  4.1409  25.786
Si  9.6621  4.0279  25.8902
Si  1.2848  6.7542  26.093
Si  6.6941  6.7604  25.9216
Si  4.1788  9.5951  26.0528
Si  9.4891  9.4935  25.8545
Si  2.8081  -0.0571  27.4455
Si  8.2092  -0.0057  27.318
Si  0.0492  2.6794  27.3307
Si  5.4021  2.816  27.2989
Si  2.6922  5.4159  27.3675
Si  8.2029  5.4084  27.2873
Si  -0.0622  8.2099  27.3535
Si  5.5138  8.2044  27.3692
Si  4.1018  1.3673  28.728
Si  9.5708  1.3673  28.728
Si  1.3673  4.1018  28.728
Si  6.8362  4.1018  28.728
Si  4.1018  6.8362  28.728
Si  9.5708  6.8362  28.728
Si  1.3673  9.5708  28.728
Si  6.8362  9.5708  28.728
Si  0  0  30.0953
Si  5.469  0  30.0953
Si  2.7345  2.7345  30.0953
Si  8.2035  2.7345  30.0953
Si  0  5.469  30.0953
Si  5.469  5.469  30.0953
Si  2.7345  8.2035  30.0953
Si  8.2035  8.2035  30.0953
Si  1.3673  1.3673  31.4625
Si  6.8362  1.3673  31.4625
Si  4.1018  4.1018  31.4625
Si  9.5708  4.1018  31.4625
Si  1.3673  6.8362  31.4625
Si  6.8362  6.8362  31.4625
Si  4.1018  9.5708  31.4625
Si  9.5708  9.5708  31.4625
Si  2.7345  0  0.6835
Si  8.2035  0  0.6835
Si  0  2.7345  0.6835
Si  5.469  2.7345  0.6835
Si  2.7345  5.469  0.6835
Si  8.2035  5.469  0.6835
Si  0  8.2035  0.6835
Si  5.469  8.2035  0.6835
Si  4.1018  1.3673  2.0507
Si  9.5708  1.3673  2.0507
Si  1.3673  4.1018  2.0507
Si  6.8362  4.1018  2.0507
Si  4.1018  6.8362  2.0507
Si  9.5708  6.8362  2.0507
Si  1.3673  9.5708  2.0507
Si  6.8362  9.5708  2.0507
Si  0  0  3.418
Si  5.469  0  3.418
Si  2.7345  2.7345  3.418
Si  8.2035  2.7345  3.418
Si  0  5.469  3.418
Si  5.469  5.469  3.418
Si  2.7345  8.2035  3.418
Si  8.2035  8.2035  3.418
Si  1.3469  1.3793  4.8343
Si  6.8204  1.3731  4.7504
Si  4.1077  4.1075  4.8247
Si  9.5523  4.1336  4.784
Si  1.452  6.7834  4.7816
Si  6.8561  6.8648  4.8237
Si  4.0679  9.6358  4.7674
Si  9.5879  9.5721  4.832
Si  2.7612  0.0756  6.2383
Si  8.1486  0.0478  6.1437
Si  -0.0141  2.8048  6.1696
Si  5.4956  2.7487  6.1361
Si  2.8137  5.4404  6.2902
Si  8.2356  5.515  6.2283
Si  0.1752  8.2176  6.1029
Si  5.4704  8.3164  6.0905
Si  4.2346  1.3955  7.6091
Si  9.3125  1.629  7.4296
Si  1.0834  4.3582  7.6063
Si  7.0937  3.8152  7.5179
Si  4.1409  7.0464  7.5144
Si  9.9436  6.7164  7.4298
Si  1.8588  9.2118  7.5065
Si  6.3949  10.0362  7.4681
O  9.6342  6.9185  24.1817
O  4.144  1.3646  24.1097
O  8.1202  8.5479  10.9665
O  3.702  2.1408  9.018
O  7.066  4.1396  24.3078
O  1.5564  9.1894  24.2151
O  6.2699  4.2787  8.8835
O  -0.7255  1.8096  11.0701
O  8.2289  2.7223  8.092
O  6.9138  9.371  8.8862
O  9.4563  7.7509  8.647
O  1.3022  9.7994  8.9313
O  5.3127  0.2205  8.0818
O  -0.0007  5.5354  8.094
O  10.0015  0.7862  8.6779
O  5.0891  6.6372  8.8236
O  7.5267  8.1068  23.0935
O  8.4374  2.1485  23.16
O  5.3093  5.5038  22.9944
O  1.8603  2.3008  23.1671
O  11.0523  0.2316  23.3039
O  0.3124  5.2042  23.0482
O  3.6815  7.1901  24.055
O  6.168  10.7783  23.3409
Si  7.8171  2.3597  21.6458
Si  6.6981  4.6925  22.814
Si  0.4143  12.503  14.4568
Si  9.0036  0.4211  15.7106
Si  7.6471  2.7315  14.1666
Si  10.0311  5.847  12.2914
Si  2.7661  3.1336  9.945
Si  5.1837  7.441  19.4522
Si  4.3837  9.0326  17.0935
Si  10.7124  2.6133  20.2705
Si  9.7037  0.5005  10.2491
Si  2.9358  11.6562  17.9644
Si  13.655  8.0644  12.4551
Si  0.6781  7.1342  14.4538
Si  9.7637  2.824  12.237
Si  19.3975  5.8289  20.6792
Si  2.5582  12.0528  12.2363
Si  7.2265  9.7988  10.4254
Si  7.4826  5.1951  15.6042
Si  11.3864  5.2709  21.4241
Si  6.2568  -0.1753  21.7093
Si  11.0811  12.4323  17.4013
Si  3.2492  10.3145  20.7596
Si  2.267  6.6168  17.1232
Si  8.8242  7.3522  10.1005
Si  7.323  8.1904  21.476
Si  6.4935  4.9867  18.3975
Si  4.1462  5.2755  11.7306
Si  3.8498  3.7878  17.3105
Si  1.1434  9.7692  10.5347
Si  -2.2472  7.4046  14.3533
Si  6.1586  5.7093  9.6638
Si  2.3063  7.3163  19.9596
Si  1.2139  0.9989  22.3653
Si  17.6526  9.5067  14.9847
Si  5.0659  4.096  14.4414
Si  4.9855  -0.5794  12.6144
O  9.6781  0.6865  17.1715
O  4.1463  0.82  12.5045
O  7.5408  4.9361  19.6581
O  3.2426  11.3547  19.5188
O  2.0355  10.9096  11.234
O  2.4393  0.0015  22.009
O  2.9677  8.0919  8.0684
O  3.3323  -4.3089  12.0596
O  12.7273  1.0983  13.6937
O  10.843  2.5369  18.638
O  11.5423  2.1936  15.9687
O  7.3718  4.5852  17.0992
O  5.9911  5.3754  14.9222
O  5.6241  8.9451  16.0445
O  5.1491  14.9746  18.3156
O  7.4481  8.4001  14.0327
O  2.8541  5.1002  17.4042
O  6.8891  1.1703  21.0539
O  1.8917  8.0444  13.865
O  12.1136  6.5465  15.897
O  6.0361  13.7871  14.0389
O  3.2558  2.308  17.701
O  14.7301  6.6643  19.7854
O  7.684  6.2479  9.7414
O  10.0964  6.7888  10.9682
O  1.5104  6.455  21.0844
O  8.4118  7.4538  20.5098
O  5.6633  5.5919  11.2234
O  -0.1947  2.7477  13.5307
O  10.2563  0.331  14.6192
O  8.2505  2.4031  12.6913
O  25.2704  7.7649  16.7407
O  0.3975  1.2981  20.9844
O  8.2861  6.5942  15.7155
O  10.0267  16.4748  20.5631
O  -0.4237  10.1294  10.8055
O  8.0196  1.6304  15.2781
O  1.5475  7.1506  18.5101
O  7.9436  16.4991  22.2125
O  8.3087  15.0678  14.6956
O  8.1201  11.1648  10.4997
O  5.8866  -0.8599  11.2904
O  14.6626  10.5442  17.0278
O  -1.0938  4.3488  11.7112
O  15.8552  -2.0958  18.642
O  7.4004  -1.1807  21.1425
O  4.1609  4.4413  13.1383
O  5.9288  -0.4468  13.9427
O  1.3388  11.3902  17.7526
O  3.9229  9.1238  12.7105
O  5.8893  7.6123  20.912
O  3.4932  4.4984  10.4576
O  6.0155  6.5451  18.3748
O  12.4429  3.577  9.0118
O  13.461  8.879  20.4
O  8.7081  6.3606  13.1011
O  10.211  7.9937  14.5951
O  4.174  3.6503  15.7141
O  1.6719  8.4027  11.2391
O  9.1103  2.7181  20.6853
O  15.7486  10.2405  21.1987
O  6.6063  3.4632  21.7692
O  0.3741  5.9632  13.3204
O  7.9933  -0.8373  15.8138
O  11.7228  3.7941  20.8157
O  13.2709  2.4767  11.3824

Results
free energy: -135733.832 eV
free energy less fixed offsets of O -568.88, Si -635.61 eV per atom: 1.498 eV

Forces (eV/angstrom), in the order of the atoms: element, x, y, z
Si  -0.0485  -0.2547  -0.1525
Si  0.0556  -0.1406  -0.2294
Si  -0.0125  -0.0374  -0.2505
Si  0.0046  -0.148  -0.2331
Si  0.1479  -0.0145  -0.1814
Si  -0.4812  0.1289  0.1203
Si  -0.102  -0.0018  -0.4401
Si  -0.0009  0.2141  -0.1237
Si  -0.0941  -0.0724  -0.1362
Si  -0.0333  0.0489  0.0422
Si  0.1362  -0.1244  -0.2234
Si  -0.0012  0.1596  -0.0573
Si  -0.204  -0.0427  -0.0488
Si  0.0162  -0.0542  -0.1127
Si  0.1165  0.2415  -0.183
Si  0.085  -0.0081  -0.1436
Si  0.103  -0.0029  0.226
Si  0.1098  -0.0692  -0.0074
Si  0.0283  0.0143  0.0146
Si  -0.1344  0.1511  -0.0039
Si  0.1041  0.0874  0.0575
Si  -0.0724  0.0375  0.0348
Si  -0.083  0.0696  0.0803
Si  0.098  -0.084  0.0665
Si  0.2467  0.4477  0.1351
Si  0.0178  -0.0663  -0.2756
Si  -0.1218  -0.4477  0.2175
Si  -0.1563  0.0359  -0.2713
Si  -0.0187  -0.1176  -0.2885
Si  -0.4015  -0.1598  -0.2156
Si  -0.1897  -0.2945  0.1183
Si  0.3177  0.0776  0.0348
Si  0.0408  0.0125  -0.0128
Si  0.1143  0.1655  -0.024
Si  -0.0326  -0.0407  0.0363
Si  -0.0939  -0.0773  -0.0588
Si  -0.0908  -0.0764  -0.061
Si  0.0726  0.0447  -0.0135
Si  -0.1468  -0.1001  -0.0141
Si  -0.0419  -0.0478  -0.0066
Si  0.0025  -0.0035  -0.0139
Si  0.027  -0.072  0.0182
Si  -0.0018  -0.0164  -0.0362
Si  -0.0003  0.0386  -0.0234
Si  0.0638  -0.0029  -0.0038
Si  -0.0214  0.0748  -0.0145
Si  -0.0041  0.01  -0.034
Si  0.0157  -0.0371  -0.0417
Si  -0.0308  0.0374  0.026
Si  0.0058  0.0049  0.0276
Si  0.0247  -0.045  0.0081
Si  -0.038  0.048  0.0088
Si  -0.0097  -0.0147  0.035
Si  -0.037  -0.0025  0.0227
Si  -0.0401  0.0448  -0.0013
Si  0.0551  -0.0821  0.0039
Si  0.0602  -0.0367  -0.0047
Si  0.0056  0.024  0.0247
Si  -0.0647  -0.0018  0.023
Si  0.063  -0.0336  0.0273
Si  0.0637  0.1547  0.0054
Si  0.0862  0.0668  0.0274
Si  -0.0064  -0.1211  0.0421
Si  -0.0385  0.0503  0.0279
Si  -0.0844  0.1083  0.2931
Si  -0.0606  0.0679  -0.3496
Si  -0.0123  -0.0452  0.3629
Si  -0.0273  0.1545  -0.0896
Si  0.1571  0.0022  0.0104
Si  0.0303  0.1914  0.3565
Si  0.1136  0.0469  -0.1037
Si  0.2485  0.0153  0.2351
Si  0.0083  -0.0043  -0.0412
Si  -0.055  -0.0175  -0.1436
Si  -0.0432  -0.0165  -0.1622
Si  -0.0876  0.0356  -0.0301
Si  0.0729  -0.115  -0.0285
Si  -0.0633  -0.0676  -0.076
Si  -0.0968  0.0399  -0.0841
Si  -0.0336  -0.0349  -0.0445
Si  0.025  -0.065  0.1471
Si  -0.0199  -0.0402  0.1835
Si  -0.0362  0.0382  0.0832
Si  0.1296  0.0483  0.1846
Si  -0.1307  0.12  0.1947
Si  0.0635  -0.0823  0.2767
Si  0.054  0.0402  0.1141
Si  0.0815  0.097  0.1307
Si  0.0266  -0.0963  0.1839
Si  -0.02  -0.0485  0.2051
Si  -0.097  0.0566  0.1501
Si  0.1374  -0.0029  0.1768
Si  -0.0875  0.0874  0.2039
Si  -0.0308  -0.0202  0.1921
Si  -0.0993  0.0666  0.3008
Si  0.1563  -0.1355  0.3555
O  -0.162  -0.1825  0.1584
O  -0.0796  0.1196  0.3686
O  0.0537  -0.1239  -0.1122
O  0.0539  -0.1437  -0.3422
O  0.0822  -0.1063  0.0232
O  -0.0134  0.1842  0.4634
O  0.0466  -0.0639  -0.235
O  0.0153  -0.0996  -0.1876
O  -0.0374  0.0409  -0.5334
O  -0.0902  -0.0196  -0.2564
O  0.07  -0.1572  -0.2114
O  0.0262  0.002  -0.2504
O  0.1391  -0.1017  -0.4141
O  0.0543  0.0191  -0.4684
O  0.0176  0.1374  -0.2579
O  -0.1032  -0.0232  -0.2116
O  0.1161  -0.079  0.3873
O  -0.0123  0.1151  0.5003
O  0.113  0.049  0.0437
O  0.1656  0.0706  0.2589
O  -0.0274  -0.0159  0.2055
O  -0.1015  0.01  0.3926
O  0.3222  -0.2672  0.5078
O  -0.0982  0.0698  0.2989
Si  0.1343  -0.116  -0.2763
Si  0.0649  -0.0744  -0.2993
Si  0.0816  0.077  -0.0463
Si  0.0347  0.0731  -0.0999
Si  0.0133  -0.0402  -0.1893
Si  0.0132  -0.1085  0.1278
Si  0.0723  -0.0323  0.1622
Si  -0.0037  -0.0084  -0.0047
Si  0.0286  0.0023  0.0074
Si  -0.0581  0.1454  -0.1359
Si  -0.1538  0.0309  0.3324
Si  0.0285  -0.1029  -0.0264
Si  0.0659  0.0861  -0.0334
Si  0.1253  -0.055  -0.1041
Si  -0.0764  0.0596  0.1076
Si  0.0546  0.074  -0.3102
Si  0.1677  -0.2328  0.1341
Si  -0.024  0.2892  0.2276
Si  -0.0426  0.0135  0.0885
Si  -0.0786  0.0764  -0.3601
Si  0.019  0.028  -0.3633
Si  0.0537  0.1032  0.0435
Si  -0.0263  -0.1169  -0.2293
Si  -0.0268  0.133  -0.0039
Si  0.0388  0.015  0.3289
Si  0.1278  0.0109  -0.37
Si  -0.0246  0.0913  -0.0504
Si  -0.1297  0.1333  0.3795
Si  0.1242  0.0471  -0.0805
Si  0.151  -0.1037  0.3139
Si  -0.0183  -0.0474  -0.0419
Si  -0.1205  0.0129  0.1593
Si  0.0481  -0.0073  0.017
Si  -0.0345  0.0537  -0.2784
Si  -0.1177  -0.0439  -0.1697
Si  0.0173  0.0644  -0.0443
Si  -0.2094  -0.0674  -0.0732
O  -0.0549  -0.0567  -0.0061
O  -0.0565  0.0559  -0.0366
O  -0.0208  -0.0073  0.0375
O  0.0103  0.0375  0.075
O  0.0511  0.0702  -0.0802
O  -0.0471  0.0085  0.0792
O  -0.035  0.0557  -0.4425
O  0.0866  -0.1208  -0.0821
O  -0.0634  -0.0061  0.0121
O  0.0047  0.0035  0.037
O  -0.0341  -0.0053  0.0495
O  0.0167  -0.0261  0.0599
O  0.0263  0.0406  -0.0233
O  0.0353  -0.0214  -0.0012
O  0.0178  -0.0286  -0.0208
O  0.08  0.0153  0.0529
O  -0.012  -0.0405  -0.0061
O  -0.0279  0.0353  0.1419
O  -0.0844  0.0219  0.0372
O  -0.0073  -0.0405  0.0623
O  0.0351  0.0202  0.055
O  -0.0204  0.001  0.0243
O  0.006  -0.0103  0.0353
O  -0.0343  -0.0068  -0.0112
O  -0.1589  0.0858  -0.2116
O  -0.0053  -0.0368  0.1035
O  -0.1008  -0.0689  0.1685
O  0.191  0.0397  -0.2794
O  -0.0019  -0.0045  0.0155
O  -0.0864  -0.0621  0.0289
O  -0.0031  0.0192  0.072
O  -0.0071  -0.0022  -0.0393
O  0.1683  -0.0975  0.1819
O  -0.0056  -0.0311  -0.0058
O  0.0093  -0.0198  0.1559
O  -0.0208  -0.024  -0.1234
O  -0.0087  -0.0163  0.0753
O  -0.02  -0.0281  -0.0787
O  -0.0899  -0.0336  0.2065
O  -0.0142  -0.0355  0.0554
O  -0.009  0.0148  -0.0993
O  0.1117  -0.0503  -0.0856
O  -0.0176  0.0134  0.012
O  0.0219  -0.0096  -0.0211
O  0.0268  0.0402  0.0349
O  -0.0313  -0.0381  0.1847
O  -0.0169  -0.013  -0.0403
O  0.0864  -0.0109  0.0828
O  -0.0045  -0.0447  -0.028
O  0.0332  -0.0131  0.0225
O  0.0182  -0.0448  0.1289
O  0.0233  -0.0235  -0.1749
O  0.0183  -0.0142  0.0152
O  -0.0603  0.1277  -0.2469
O  0.048  0.1353  0.0779
O  -0.0234  0.0311  0.0148
O  -0.0782  0.0247  0.0084
O  -0.0345  -0.0298  0.0625
O  -0.0708  0.0325  -0.1026
O  -0.1214  0.0109  0.1119
O  -0.0644  0.0339  0.0252
O  -0.1033  0.1053  0.0376
O  -0.0668  0.0264  -0.0485
O  0.025  0.0257  0.0599
O  0.0488  -0.016  0.0795
O  -0.0072  0.1528  -0.2166

The program warned: the cutoff lies below the one the program advises for these potential files; the exchange-correlation potential is rough where the density is thin.
